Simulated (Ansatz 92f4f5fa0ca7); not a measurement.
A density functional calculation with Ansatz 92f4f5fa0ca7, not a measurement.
Periodic cell of 252 atoms, Si144O100N8, from a study of silicon, its oxide and their interface. The atomic structure is a simulated model.
This geometry differs little from another in the collection (a relaxation step or a small displacement).

Settings: functional r2SCAN; potential files Ansatz PAW; basis plane waves; wave-function cutoff 800 eV; density cutoff ratio 5; exchange-correlation grid ratio 1; k mesh 1 x 1 x 1, shifted by 0.5 0.5 0 of a step; self-consistency stop 1e-10 eV per atom in the density residual; occupations fixed; spin none; net charge 0.

Cell vectors (angstrom)
a 10.888 0 0
b 0 10.888 0
c 0 0 35.3074

Atoms: element, x, y, z (angstrom)
Si -0.1687 0.5652 0.1187
Si 2.554 3.4776 0.3044
Si 0.6519 5.0342 0.28
Si 3.0628 8.2236 -0.0385
Si 5.768 0.141 0.0125
Si 8.8938 2.2052 -0.0187
Si 5.6957 6.6402 -0.5135
Si 7.6976 8.9054 -1.2115
Si 1.5166 1.5919 1.443
Si 4.3453 4.3964 1.6932
Si 1.5757 6.8935 1.337
Si 4.2714 9.6559 1.3344
Si 7.0951 1.4284 1.3903
Si 9.6909 4.0134 1.338
Si 6.1034 6.1944 1.681
Si 9.6056 9.6564 1.2483
Si 0.0231 2.714 2.8722
Si 2.8041 0.0397 2.6779
Si 0.0353 8.1856 2.5786
Si 2.7368 5.5494 2.9273
Si 5.5887 2.7076 2.748
Si 8.2253 -0.0599 2.7823
Si 5.3727 8.1404 2.8062
Si 8.1366 5.3404 2.6077
Si 1.3586 4.1185 4.182
Si 4.1655 1.3531 4.0559
Si 1.3747 9.5444 4.0131
Si 4.0311 6.9054 4.2767
Si 6.8945 4.0387 4.15
Si 9.5484 1.3135 4.1609
Si 6.8247 9.4671 4.1037
Si 9.5215 6.7896 3.9309
Si 0.0473 -0.023 5.4512
Si 2.8018 2.7168 5.4161
Si -0.0475 5.4842 5.4477
Si 2.6332 8.2298 5.552
Si 5.4533 -0.0309 5.452
Si 8.2055 2.678 5.5339
Si 5.4847 5.461 5.4334
Si 8.2286 8.1166 5.3982
Si 1.4247 1.3548 6.7628
Si 4.1252 4.0939 6.7754
Si 1.2879 6.8221 6.8816
Si 4.0671 9.5551 6.8565
Si 6.8028 1.3105 6.8439
Si 9.5664 4.0853 6.8425
Si 6.8591 6.7846 6.7782
Si 9.5522 9.4885 6.7849
Si 0.1065 2.7218 8.1369
Si 2.6724 0.0007 8.2094
Si -0.063 8.185 8.2615
Si 2.7196 5.4001 8.141
Si 5.4641 2.7471 8.1516
Si 8.1671 -0.0865 8.1686
Si 5.4906 8.1523 8.1178
Si 8.1656 5.4219 8.174
Si 1.385 4.0846 9.5955
Si 4.0073 1.457 9.4414
Si 1.3168 9.5264 9.6445
Si 4.1623 6.7361 9.4099
Si 6.8736 4.0319 9.5497
Si 9.6285 1.2885 9.3819
Si 6.7803 9.4693 9.5899
Si 9.4023 6.8344 9.5723
Si -0.1131 0.059 11.0131
Si 2.7454 2.6944 10.9918
Si -0.0936 5.4688 10.8288
Si 2.7955 8.0285 10.7556
Si 5.3278 0.0701 10.7006
Si 8.3477 2.5863 10.7711
Si 5.4989 5.4437 10.843
Si 8.0734 8.0999 11.1041
Si 1.2965 1.4368 12.4036
Si 4.3332 3.9852 12.1972
Si 1.3216 6.8091 12.1111
Si 3.9366 9.6072 12.0073
Si 6.9141 1.1892 11.9882
Si 9.6163 3.9778 12.222
Si 6.7898 6.5626 12.4828
Si 9.3747 9.5535 12.4528
Si 0.4165 3.2546 13.6948
Si 2.1078 -0.5576 13.3484
Si 0.4512 8.6054 13.4024
Si 3.8788 4.9569 14.2664
Si 5.273 2.3118 15.1102
Si 7.7794 0.8876 15.4754
Si 5.2877 9.2056 13.8513
Si 7.8656 4.7934 13.5411
Si 1.6143 5.3232 13.9467
Si 6.2183 3.0238 13.1629
Si 3.6706 10.4365 15.0664
Si 5.328 6.9305 14.3925
Si 8.6798 5.5573 15.7184
Si 10.0833 2.8007 15.6876
Si 7.412 10.4245 13.5775
Si 11.4206 7.0592 15.1804
Si 8.4716 3.1723 32.2976
Si 16.9444 -10.6251 27.9593
Si 4.7333 9.6594 17.6378
Si 3.6047 3.675 17.0066
Si 11.8496 13.1925 18.0873
Si 2.8253 5.8504 23.9476
Si 15.2552 18.1543 19.189
Si 17.9441 0.6537 20.3187
Si 6.1038 7.1462 16.6626
Si 10.0056 3.1531 27.7361
Si 8.9307 9.619 19.3359
Si 12.4523 18.8118 19.8069
Si 12.2244 3.1842 23.2143
Si 5.8132 1.7188 17.894
Si 13.6244 9.5887 22.162
Si 8.002 17.9296 22.499
Si 1.5084 -2.3528 24.7835
Si 10.2547 4.6239 18.045
Si 12.6213 9.1407 17.0895
Si 10.2096 10.9779 17.0282
Si 16.2101 -0.198 22.7256
Si 7.8536 -5.6691 24.7409
Si 9.5069 20.1157 24.2032
Si 15.806 -3.3128 22.1886
Si 8.8098 5.9308 27.3888
Si 9.4616 6.9126 19.7184
Si 12.9511 9.2253 27.7374
Si 6.0562 -6.2142 28.4022
Si 23.5647 13.6502 29.1447
Si 14.1326 11.9832 27.3546
Si 4.4823 -12.607 29.4262
Si 4.154 2.144 33.3869
Si 5.857 -6.2975 32.6424
Si 7.5045 11.014 25.0869
Si 25.5001 1.7506 24.5135
Si 23.2341 1.2662 20.8908
Si -0.295 18.6063 29.0998
Si -6.2736 17.3623 30.4284
Si -1.3314 2.5778 24.8884
Si -3.3334 2.3109 29.5041
Si 9.6017 10.9265 21.7122
Si 20.6275 8.0932 32.002
Si 2.8295 11.3096 31.1016
Si 10.5884 5.2779 32.5632
Si 12.9578 17.1368 17.5946
Si 15.8821 4.3584 25.4963
Si 12.6032 16.5145 30.3404
Si 1.1682 -1.1498 33.1605
O 4.1845 -3.6463 34.5704
O -8.8967 -1.354 23.6007
O 6.6958 -0.7106 34.2548
O 0.0334 5.3854 34.1204
O 4.91 1.266 34.5075
O -2.5862 11.8319 21.3288
O 15.7085 13.7888 24.8109
O 12.702 -3.8897 24.4336
O 0.1908 -2.3729 32.7974
O 13.4435 2.5025 27.7356
O 0.6202 -15.346 29.4664
O 1.1014 -5.5364 31.7936
O 5.7288 5.1554 34.142
O 6.7953 7.5704 34.0587
O 7.5455 6.3527 16.6289
O 11.3683 9.9804 16.4554
N 6.4882 1.7604 16.2978
O -0.9525 10.6242 18.5788
O 5.3185 6.6112 18.0261
N 3.2934 9.7875 16.6588
O 5.9552 8.8055 16.9008
O 10.8652 3.3591 18.8456
O 10.6788 2.8777 23.7174
O 12.3479 -1.7515 18.713
O 15.5906 -9.7514 28.0285
O 15.0248 12.0078 15.1324
N 15.2053 3.7141 15.4674
O 13.3488 10.9907 21.3979
O 11.0298 7.1801 20.0524
O 10.8138 19.6193 24.9763
O 25.4158 5.2005 25.1975
O 15.1251 11.7457 23.2887
O 7.4311 -0.6742 19.4378
O 8.4535 6.2628 25.8348
O 14.1222 16.1231 17.1587
N 9.4826 4.2142 16.5555
N 12.4871 -3.3708 16.5064
O 37.7644 8.0163 30.3743
O 3.5853 11.9981 32.325
O 15.2917 19.7721 19.008
N 13.5788 6.8453 19.0719
O 2.176 15.1196 29.6732
O 9.8464 6.7056 15.5369
O 11.5705 16.3665 17.7218
O -2.0641 12.9355 14.9694
O 6.7715 12.7198 19.2205
O 2.1901 13.8069 17.2361
O 1.8534 15.6179 23.2617
O 8.4266 -1.1866 25.2994
O 6.2474 16.0148 24.8403
O 22.4048 8.8062 28.3382
O 10.8425 0.8797 21.2217
O 4.9202 6.9957 20.6681
O 13.0591 -9.2906 30.2019
O 9.9173 8.3906 30.4179
O 7.4377 -5.4387 28.0909
O 9.4968 9.5512 20.8568
O 20.7211 10.4991 23.2394
N 15.3083 9.232 22.4032
O 19.8431 19.009 18.7443
O 5.1265 11.1553 18.0438
O 8.55 14.7045 25.023
O 3.9334 6.5479 22.9811
O 1.654 13.5531 21.6987
O 4.7035 13.8115 17.9633
O 20.1702 5.4974 18.9717
O 23.3828 12.2954 19.2724
O 19.087 5.6256 23.229
O 14.3867 0.8149 25.7949
O 10.3179 2.4211 26.3176
N 21.6714 12.5726 16.8626
O 13.2203 9.1052 34.097
O 2.2733 13.242 24.2162
O -6.9864 -22.2587 30.2966
O 8.7323 21.687 16.3844
O 8.9412 8.0836 23.2539
O 17.2651 3.4333 29.4033
O 8.4973 1.356 24.7052
O 24.7417 24.7683 34.0912
O 11.0983 2.7515 28.8396
O 24.7933 17.4131 30.5645
O 20.471 -4.3999 32.1743
O 8.3958 13.263 33.7128
O 6.4665 7.5252 22.6501
O 8.6028 13.5598 28.3394
O 17.9077 11.7313 29.1126
O 3.2699 -2.3619 28.5542
O -1.4775 -3.65 28.1077
O 17.4157 -0.2252 23.8179
O 9.9244 4.7527 27.4901
O 5.2461 16.5978 31.6805
O -5.7671 3.1582 32.5883
O 17.578 0.3605 26.4661
O 8.1844 -8.6416 30.9973
O 8.4788 -4.0236 20.9824
O 16.6932 11.2627 21.2853
O 13 -2.4781 21.2363
O 1.71 10.3406 31.7595
O 8.5098 8.9081 32.6858
O 8.7206 30.657 35.3692
O -5.8525 -5.1863 29.0851
O 7.4036 4.377 32.2789
O -5.5675 4.1522 27.0599
O 11.2582 0.0199 33.9592
O 9.9273 3.8553 32.1708
O 13.1113 19.7437 26.1816
O 13.1407 -0.0646 27.8881
O 5.6461 9.6486 28.3963

Results
free energy: -152239.817 eV
free energy less fixed offsets of N -386.36, O -570.45, Si -639.56 eV per atom: -7.297 eV

Forces (eV/angstrom), in the order of the atoms: element, x, y, z
Si -0.0164 0.0339 0.0816
Si -0.012 0.0207 0.0958
Si 0.0339 -0.0152 0.0866
Si 0.0111 -0.015 0.0848
Si -0.0086 0.0027 0.0783
Si 0.0448 -0.0092 0.1364
Si -0.0262 -0.0031 0.0814
Si -0.0304 0.0175 0.1067
Si 0.0018 0 -0.0096
Si -0.0014 0.0025 -0.0038
Si -0.0075 -0.0062 -0.011
Si 0.0023 0 -0.0043
Si -0.0024 -0.002 -0.0076
Si -0.0075 0.0029 -0.0015
Si 0.0021 0.0052 -0.032
Si 0.0327 0.0262 0.0628
Si -0.0056 -0.0087 -0.001
Si 0.0046 0.0054 -0.0008
Si -0.003 0.0054 -0.0118
Si -0.0039 -0.0091 -0.0071
Si -0.0058 -0.0073 -0.001
Si 0.0017 -0.008 -0.0073
Si 0.002 -0.0039 -0.0072
Si -0.0004 -0.0005 -0.0059
Si 0.005 -0.0008 0.003
Si 0.0014 0.0007 0.0045
Si 0.0028 -0.0017 0.0046
Si -0.0037 0.0074 0.0082
Si 0.0085 -0.0079 0.0072
Si 0.0031 -0.0004 0.0004
Si 0.0047 -0.0016 -0.0038
Si 0.001 0.0044 0.001
Si -0.0018 0.0008 0.0015
Si -0.0002 -0.0017 0.0002
Si 0.0019 0.0005 0.0022
Si 0.0062 0.0001 0.0025
Si 0.0019 -0.004 0.0054
Si -0.0014 0.0007 0.0055
Si -0.003 -0.0009 -0.0045
Si -0.0068 -0.0018 -0.0045
Si 0.0015 -0.0029 0.0049
Si -0.0033 -0.0014 0.0072
Si 0.0013 0.0022 0.0029
Si 0.0003 0.004 0.0009
Si 0.0042 0.0015 0.0025
Si -0.0019 -0.0026 0.0008
Si 0.0022 0.0001 0.0084
Si 0.0023 -0.0017 0.0058
Si -0.0006 0.0008 0.0037
Si -0.0013 -0.0039 0.0059
Si 0.001 -0.0024 0.0058
Si 0.0025 0.0016 -0.0005
Si 0.0038 -0.0005 0.0029
Si -0.0026 -0.0013 0.0051
Si 0.0005 0.0008 0.0024
Si -0.0015 0.0004 0.0044
Si 0.0019 -0.0042 0.0022
Si -0.0016 -0.0007 -0.0026
Si -0.0034 0.0079 0.0033
Si -0.0025 0.0001 -0.0011
Si -0.0053 -0.0045 -0.0022
Si 0.0097 -0.0101 -0.0052
Si 0.0044 0.0006 0.0024
Si 0.0022 0.0058 -0.0043
Si 0.0137 -0.0163 0.0078
Si -0.0034 0.0054 0.0093
Si 0.0019 -0.0026 0.0099
Si -0.0052 0.004 0.0094
Si 0.0061 -0.0038 0.0081
Si -0.0166 0.0198 0.0151
Si 0.0147 -0.011 0.0093
Si -0.0051 0.0026 0.0097
Si -0.0009 0.0014 -0.0018
Si -0.0157 0.0004 -0.0222
Si 0.0083 -0.006 -0.0069
Si 0.0084 -0.0039 -0.0041
Si 0.0056 -0.0048 -0.0146
Si 0.0032 -0.013 -0.0066
Si -0.0025 -0.0014 0.0008
Si 0.006 0.002 -0.0048
Si -0.0095 0.0051 0.0053
Si -0.0117 0.0024 -0.0272
Si -0.0116 0.0103 -0.0124
Si -0.0065 0.0097 0.029
Si -0.011 -0.0659 0.0117
Si -0.0011 0.0642 -0.0066
Si -0.0109 0.0024 0.0135
Si 0.0088 -0.0035 -0.0103
Si 0.0033 -0.0063 -0.001
Si 0.0228 -0.0008 -0.0054
Si 0.0376 0.0175 0.0623
Si -0.0136 0.0035 -0.0085
Si 0.0269 0.0081 0.0058
Si -0.0021 -0.0131 0.0215
Si -0.0123 0.001 -0.0061
Si -0.0258 -0.0076 0.0641
Si 0.0268 0.0137 0.111
Si -0.0021 0.0041 -0.0278
Si 0.0089 0.0073 0.0086
Si 0.0026 -0.0158 0.0107
Si 0.0081 0.0079 -0.0159
Si 0.0118 0.0179 -0.0678
Si 0.0059 -0.0278 -0.0186
Si -0.0079 0.0325 -0.044
Si -0.0368 -0.0123 0.0227
Si -0.0022 -0.0047 -0.0529
Si 0.0314 0.0002 -0.0123
Si 0.0053 -0.0078 -0.0246
Si 0.0044 0.0012 -0.0802
Si 0.019 0.0292 0.0293
Si -0.0164 -0.0387 -0.06
Si -0.008 0.0224 -0.0862
Si 0.0089 0.0047 -0.0842
Si 0.0048 -0.0041 -0.007
Si -0.0196 -0.0127 0.0372
Si 0.0309 0.0046 0.0262
Si 0.0156 -0.0003 -0.0727
Si 0.0301 -0.0059 -0.0804
Si 0.0028 0.0027 -0.0716
Si 0.0019 -0.0084 -0.0856
Si -0.0105 -0.0079 -0.0373
Si 0.0046 -0.0031 -0.0358
Si -0.0021 0.0049 -0.0482
Si 0.0077 -0.0025 -0.0344
Si -0.0116 -0.0091 -0.0204
Si -0.0025 -0.0197 -0.0623
Si -0.0008 -0.0049 -0.0048
Si -0.0276 0.0011 0.1053
Si -0.0043 -0.0135 0.0824
Si 0.0057 -0.014 -0.0879
Si -0.0025 0.0097 -0.087
Si -0.0077 0.0081 -0.0763
Si 0.0206 0.0096 -0.0191
Si -0.02 0.0116 0.0169
Si 0.0123 -0.0061 -0.0756
Si 0.0043 -0.0046 -0.0113
Si -0.0142 -0.0113 -0.0645
Si 0.0029 0.0098 0.0878
Si 0.0082 0.0014 0.0581
Si -0.0084 -0.0507 0.1008
Si -0.012 -0.005 0.0395
Si -0.0186 0.0036 -0.0725
Si -0.0021 0.0152 0.0085
Si 0.0074 0.0135 0.1258
O 0.0174 -0.0121 -0.0531
O 0.0084 -0.0017 0.0309
O 0.0334 -0.0343 -0.0677
O -0.0348 0.0015 -0.1494
O -0.025 0.0365 -0.0705
O 0.0065 0.0029 0.0241
O 0.0065 0.0064 0.0308
O -0.005 0.0001 0.0156
O -0.0352 -0.0199 -0.0436
O -0.0034 0.0114 0.0258
O -0.0021 0.0136 0.006
O -0.0019 -0.0042 -0.0201
O -0.0105 -0.0279 -0.0591
O 0.0261 0.02 -0.0425
O 0.0345 -0.0147 0.0087
O -0.0122 0.0031 -0.0026
N 0.0107 -0.0102 -0.042
O -0.0131 -0.0098 0.0088
O 0.0064 0.0217 -0.0151
N 0.015 0.0121 -0.0443
O -0.0098 0.0136 -0.0172
O 0.0036 -0.0086 0.0012
O -0.0127 0.0009 0.0408
O 0.0169 -0.0052 -0.0081
O -0.0015 -0.0007 0.0139
O -0.0162 0.0039 0.0149
N -0.0086 0.0143 -0.03
O 0.0133 0.0005 0.0207
O -0.0215 0.0044 0.0102
O 0.0136 -0.0072 0.0248
O 0.0085 -0.0125 0.0322
O -0.0137 0.0259 0.0362
O -0.0015 -0.0153 -0.0151
O 0.0038 0.0009 0.0446
O -0.0014 0.0104 -0.0375
N -0.0109 0.0169 -0.0197
N -0.0357 -0.022 -0.0316
O 0 -0.0049 -0.013
O -0.0081 -0.0128 -0.0639
O -0.0008 -0.0009 -0.0028
N -0.007 0.009 -0.0189
O 0.0084 0.0037 -0.0014
O 0.0386 0.006 0.0002
O 0.0135 0.0075 -0.0249
O -0.0142 0.0074 -0.0102
O -0.0133 -0.0242 -0.002
O 0.0046 0.0018 0.0008
O -0.0027 -0.0031 0.0211
O -0.0066 0.0137 0.0454
O 0.0186 -0.0046 0.0321
O -0.0154 -0.013 0.0408
O 0.0103 0.0023 0.0079
O -0.0041 0.0224 0.0338
O -0.0046 0.0014 -0.02
O 0.0051 0.0095 -0.035
O 0.0156 0.0147 0.0032
O -0.0041 0.0194 0.0103
O 0.0043 -0.0082 0.0429
N -0.0026 0.0103 0.0181
O 0.0011 0.0006 0.0112
O -0.0193 -0.0224 -0.0201
O -0.0179 0.0167 0.0217
O -0.0231 -0.0156 0.0437
O -0.0046 0.0061 0.0513
O -0.0169 0.0068 -0.0122
O -0.006 0.0239 0.0126
O -0.0036 0.0089 0.0466
O 0.0009 -0.019 0.0576
O -0.0101 -0.0166 0.0599
O 0.005 -0.0027 0.0474
N -0.0139 0.0002 -0.0146
O -0.04 0.035 -0.0924
O 0.019 -0.0032 0.0368
O -0.0004 -0.0003 -0.0009
O -0.0183 -0.0194 0.0083
O 0.002 -0.0088 0.0349
O 0.0011 -0.0009 0.009
O -0.0042 0.0127 0.0139
O 0.0426 -0.0358 -0.122
O 0.008 -0.0026 0.021
O -0.0118 -0.0088 -0.0125
O -0.0147 0.0089 -0.0229
O -0.0167 0.0284 -0.1749
O 0.02 -0.0087 0.0226
O -0.0047 -0.0016 0.0156
O 0.0011 0.0006 0.019
O 0.0051 -0.0023 0.0118
O -0.0006 -0.0016 0.0103
O 0.0131 0.0123 0.0482
O -0.0109 0.0125 0.0285
O -0.0041 0.0123 -0.0325
O 0.0304 0.0181 -0.0388
O -0.0062 0.0017 0.0331
O -0.0087 -0.0197 -0.0391
O -0.0059 0.0085 0.0328
O -0.0166 -0.0102 0.0524
O 0.0047 0.0257 0.0264
O 0.0087 0.0109 -0.0517
O 0.0258 -0.0093 -0.052
O -0.0538 -0.0272 -0.0834
O -0.004 0.0091 0.013
O -0.004 -0.0002 -0.0149
O 0.0023 -0.0001 0.0407
O 0.047 -0.0531 -0.1245
O -0.0107 0.033 0.0112
O 0.0036 -0.0044 0.0531
O 0.0056 0.0063 0.0236
O -0.0041 -0.007 0.0102

The program warned: the cutoff lies below the one the program advises for these potential files; the forces do not sum to zero within the program's tolerance; empty levels may hold ghost states of the PAW files; the exchange-correlation potential is rough where the density is thin.
